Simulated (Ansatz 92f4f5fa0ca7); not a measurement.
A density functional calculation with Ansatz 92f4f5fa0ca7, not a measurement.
Periodic cell of 223 atoms, Si131O90P2, from a study of silicon, its oxide and their interface. The atomic structure is a simulated model.
Doubt: the cutoff is far below the 930 eV that the study's wrapper takes by default for these files, so forces and energies are approximate.
This geometry differs little from another in the collection (a relaxation step or a small displacement).

Settings
functional: PBE
potential files: Ansatz PAW
basis: plane waves
wave-function cutoff: 580 eV
density cutoff ratio: 5
exchange-correlation grid ratio: 1
k mesh: 1 x 1 x 1, Gamma-centred
self-consistency stop: 5e-08 eV per atom in the density residual
occupations: fixed
spin: none
net charge: 0

Cell vectors (angstrom)
a  10.938  0  0
b  0  10.938  0
c  0  0  32.1988

Atoms and the computed forces on them: element, x, y, z (angstrom), force x, y, z (eV/angstrom)
Si  10.5879  0.2294  24.8499  -0.0021  -0.003  0.0107
Si  5.7375  10.6821  24.7329  0.0085  -0.001  -0.0037
Si  2.4791  2.9172  24.6265  0.0025  0.0033  0.0056
Si  8.4236  2.4697  24.8147  0.0031  -0.0059  -0.0038
Si  0.2734  5.1693  24.743  0.006  -0.0004  -0.0028
Si  5.1538  5.7525  24.675  -0.0037  -0.0043  0.0018
Si  2.9329  8.011  24.5859  -0.0025  -0.0093  0.003
Si  7.9384  8.436  24.7216  0.0041  0.0033  0.0068
Si  1.3297  1.3852  26.0268  0.0054  -0.0046  -0.0035
Si  6.8436  1.3149  26.1086  -0.0072  0.0059  -0.0015
Si  4.0426  4.1105  25.9737  0.0012  -0.0027  -0.0008
Si  9.6051  4.0647  26.0746  -0.0069  0.0076  0.0015
Si  1.396  6.8305  25.9873  -0.0013  0.0035  0.0041
Si  6.7662  6.8532  26.0167  0.0053  -0.0025  -0.0019
Si  4.1001  9.5388  25.9875  -0.0074  0.0036  0.0024
Si  9.4672  9.5722  26.1324  0.0035  -0.0063  -0.0063
Si  2.7275  -0.0052  27.3411  -0.0018  0.0014  -0.0035
Si  8.1603  -0.0163  27.5398  -0.002  -0.0072  0.0285
Si  0.0075  2.7216  27.4753  0.0052  0.0012  0.0282
Si  5.4372  2.7507  27.3537  0.0016  -0.0021  -0.0027
Si  2.7246  5.4703  27.4158  0.0048  -0.0005  0.0133
Si  8.1827  5.4729  27.351  -0.0002  -0.0015  -0.0024
Si  -0.0065  8.1856  27.3646  0.0001  0  -0.005
Si  5.4358  8.2016  27.4363  -0.0005  -0.0058  0.0208
Si  4.0815  1.3733  28.7363  0.0078  -0.0061  0.0038
Si  9.5718  1.3606  28.8336  -0.0062  -0.0014  -0.0132
Si  1.3613  4.1168  28.8045  -0.0002  0.0036  -0.0129
Si  6.8242  4.1012  28.7388  0.0035  -0.0027  0.0043
Si  4.0894  6.824  28.7962  -0.0086  0.001  -0.0127
Si  9.5554  6.8287  28.7438  0.0064  0.001  0.0052
Si  1.3667  9.5648  28.7351  -0.0003  -0.0044  0.0058
Si  6.7834  9.5516  28.8428  0.0085  0.0146  -0.0133
Si  0.0145  -0.0174  30.1496  0.0048  0.0035  0.0021
Si  5.4374  0.0228  30.1526  -0.0072  -0.0088  0.0054
Si  2.7338  2.7367  30.1417  -0.0087  -0.0042  0.0048
Si  8.1897  2.7469  30.1448  0.0084  0.0061  0.0011
Si  -0.0156  5.4827  30.1457  -0.0047  -0.0086  0.0083
Si  5.4731  5.4635  30.1422  0.0065  0.0037  0.0031
Si  2.7214  8.2087  30.1395  0.0108  0.0036  0.0045
Si  8.2058  8.1937  30.1483  -0.0055  -0.0073  0.0028
Si  1.3673  1.3673  31.515  0.0755  -0.0298  -0.0067
Si  6.8362  1.3673  31.515  -0.0645  0.1017  -0.058
Si  4.1018  4.1018  31.515  0.0486  -0.0548  -0.0199
Si  9.5708  4.1018  31.515  -0.117  0.025  -0.0616
Si  1.3673  6.8362  31.515  -0.068  0.0668  -0.0983
Si  6.8362  6.8362  31.515  0.0313  -0.1001  0.0263
Si  4.1018  9.5708  31.515  -0.0864  0.0841  -0.0551
Si  9.5708  9.5708  31.515  0.0374  -0.0723  -0.0041
Si  2.7345  0  0.6835  0.0934  0.053  0.1767
Si  8.2035  0  0.6835  -0.0192  0.0051  0.0131
Si  0  2.7345  0.6835  -0.2294  -0.0791  0.0129
Si  5.469  2.7345  0.6835  0.154  -0.1101  0.0874
Si  2.7345  5.469  0.6835  -0.1213  0.1895  -0.3019
Si  8.2035  5.469  0.6835  -0.0027  -0.1552  0.1315
Si  0  8.2035  0.6835  0.0794  -0.0796  0.0615
Si  5.469  8.2035  0.6835  0.0659  0.2698  -0.0721
Si  4.1223  1.3716  2.0748  0.0027  0.006  -0.0026
Si  9.5627  1.3561  2.0682  0.0158  0.0142  0.015
Si  1.3427  4.1361  2.0124  0.0384  -0.0116  0.0346
Si  6.8419  4.0831  2.0723  0.0003  -0.0215  -0.0044
Si  4.0812  6.8651  2.0134  0.002  -0.0412  0.0393
Si  9.5687  6.8338  2.0456  -0.0175  0.0003  0.0188
Si  1.3819  9.5639  2.0504  0.0062  0.0257  0.0142
Si  6.8292  9.5932  2.0646  -0.0056  -0.0158  0.0056
Si  0.0336  -0.0029  3.4073  -0.0176  -0.0187  -0.0133
Si  5.4918  0.0158  3.5073  0.0057  -0.0073  -0.0564
Si  2.7803  2.861  3.3309  -0.0594  -0.0271  -0.0263
Si  8.1823  2.6859  3.4926  0.0099  -0.0132  -0.0553
Si  0  5.4758  3.425  -0.0116  0.0183  -0.0454
Si  5.4151  5.4847  3.3334  0.011  0.0663  -0.0089
Si  2.7685  8.2225  3.4387  -0.034  -0.0037  -0.0441
Si  8.1986  8.2022  3.3925  0.0131  0.0024  -0.0271
Si  1.4516  1.439  4.6625  -0.0115  0.0157  -0.0038
Si  6.9203  1.2559  4.9791  -0.0485  0.0466  0.0959
P  4.1631  4.1242  4.6482  -0.0549  0.0355  0.0877
Si  9.6037  4.0513  4.7789  0.0174  -0.0053  0.0311
Si  1.3956  6.8427  4.7695  0.0431  -0.0298  0.0928
Si  6.7869  6.8358  4.7211  -0.0238  0.0015  -0.0111
Si  4.1654  9.5371  4.8608  0.0116  -0.0152  0.0381
Si  9.611  9.5098  4.7737  0.0176  -0.0097  0.0779
Si  2.8074  0.1107  6.0459  0.0023  0.0089  -0.0047
Si  8.2839  -0.1623  6.2931  -0.0657  0.0679  -0.0334
Si  0.0618  2.6646  6.1152  0.0054  -0.0009  0.0136
P  5.8816  2.3054  6.6971  0.1952  -0.209  0.0382
Si  2.8481  5.4328  5.9678  0.0287  -0.0459  -0.0648
Si  8.1138  5.3941  6.0026  0.0094  -0.0176  0.0082
Si  0.0247  8.1544  6.159  0.0199  -0.0078  -0.0507
Si  5.5477  8.1595  6.2747  -0.0067  -0.0168  0.0153
Si  3.9722  1.477  7.6248  0.0361  0.137  -0.0822
Si  9.8714  1.0968  7.489  -0.0313  -0.0046  -0.0518
Si  1.7911  3.7782  7.2509  -0.0047  0.039  -0.1524
Si  6.6783  4.2745  7.5081  -0.0809  0.0026  -0.0385
Si  4.3859  6.4957  7.4801  0.0173  -0.0008  -0.0492
Si  9.3592  6.8398  7.3495  0.0715  -0.008  -0.048
Si  1.1941  9.905  7.2832  -0.0224  -0.0445  -0.0443
Si  7.2199  9.1306  7.6978  -0.0049  0.0645  -0.0557
O  8.3391  7.9553  7.9878  -0.0178  0.005  0.0246
O  2.9524  2.7562  7.8121  0.0363  -0.0834  0.0823
O  9.5206  1.3557  24.2581  -0.0023  0.0034  0.0026
O  4.0513  6.87  24.1123  0.0009  0.0043  0.0013
O  0.0978  0.0075  7.9863  0.0103  -0.0041  0.0339
O  5.4429  5.2948  7.9426  0.0041  0.0324  0.0206
O  6.8487  9.5713  24.1897  -0.0041  0.0005  0.0039
O  1.3661  4.0595  24.1555  -0.0029  0.0001  0.0031
O  3.7479  7.167  8.8773  -0.001  -0.0007  0.011
O  1.2337  4.4913  8.6064  -0.0193  0.0096  0.0328
O  9.8871  5.892  8.6015  -0.0005  -0.0005  0.025
O  2.2449  9.3468  8.4193  0.0096  0.0026  0.0263
O  7.5186  3.934  8.8909  -0.0552  -0.0304  -0.0755
O  4.2808  0.8949  9.1459  0  0.0162  -0.0705
O  6.7703  9.518  9.2314  -0.0165  0.0043  0.0516
O  9.2153  1.8263  8.8146  -0.0113  0.0296  0.0319
O  7.7088  3.1546  23.507  -0.0011  0.0007  0.0032
O  10.497  5.8437  23.4324  -0.0032  0.0024  0.001
O  5.0928  0.4375  23.3936  -0.0016  0.0012  0.0043
O  5.8603  5.0939  23.3427  0.0046  -0.0022  0.0024
O  3.1048  2.2075  23.2615  0.0029  -0.0047  -0.0003
O  2.293  8.7208  23.2181  -0.002  0.0041  -0.0004
O  8.6131  7.749  23.3821  0.0019  -0.0019  -0.0008
O  0.2352  10.3495  23.5697  0.0047  -0.0029  -0.0066
Si  4.3926  1.5699  22.4587  -0.0029  0.0013  -0.0063
Si  3.5097  7.899  14.0186  0.0009  -0.0001  0.0033
Si  7.1311  0.9468  14.6516  -0.0086  0.0056  -0.0012
Si  0.9432  9.357  22.5111  0.0013  0  -0.0054
Si  1.1803  4.2707  11.8362  -0.0048  0.0029  -0.0039
Si  6.2824  8.9453  15.3038  0.0023  -0.0021  0.0007
Si  0.7206  1.3327  12.2784  -0.0057  0.0034  0.007
Si  8.6342  4.9469  20.4986  0.0003  -0.0001  -0.0039
Si  0.3983  5.6809  9.3024  -0.0365  0.013  0.0236
Si  5.1256  3.1186  17.9459  0.0021  -0.0022  -0.0007
Si  0.9144  3.7395  16.7408  0.0018  0.0003  -0.0024
Si  10.4184  2.8406  19.2186  0.0007  -0.0001  -0.0035
Si  5.3009  1.1422  10.4222  0.023  -0.0049  0.0312
Si  0.9009  0.1711  19.8321  0.0019  -0.001  -0.0037
Si  6.6707  9.4144  10.8705  0.0031  -0.0115  -0.0078
Si  9.3597  9.668  18.3046  0.001  -0.0004  -0.0021
Si  9.4296  9.2047  12.5538  0.0023  -0.0008  0.0075
Si  6.5722  3.8468  22.573  -0.001  0.0027  -0.0073
Si  2.4356  8.0337  9.3472  0.0148  0.0298  0.0087
Si  10.611  7.353  17.0671  0.0012  -0.0017  -0.0037
Si  2.5351  6.2745  16.5758  0.0026  -0.0018  -0.0004
Si  10.1976  4.47  14.1791  -0.0069  -0.009  0.0056
Si  6.1575  9.1766  18.5007  0.0004  -0.0015  -0.0035
Si  7.9965  2.5546  9.6272  0.0335  0.0083  -0.004
Si  8.9283  2.1106  12.4699  0.0061  -0.0006  0.0031
Si  5.358  6.239  18.0599  0.0013  0  -0.0026
Si  3.9399  0.5498  19.4585  0.0014  -0.0021  -0.0025
Si  4.2689  3.8136  12.0666  0.0092  0.0048  -0.0064
Si  5.5593  6.5604  12.131  0.0012  -0.0026  -0.0019
Si  8.0307  2.4953  17.2122  -0.0006  -0.0012  -0.0017
Si  4.3755  2.4736  14.9708  0.0138  -0.0087  -0.0019
Si  1.5696  1.1974  15.2491  0.0002  0.0008  0.0003
Si  1.6111  9.3808  12.0114  0.0012  -0.0016  0.0052
Si  8.0719  6.8254  13.8512  0.0051  -0.0006  0.0025
Si  10.406  9.8151  15.4695  0.0001  -0.0039  -0.0011
Si  9.8052  7.013  22.542  0.0009  -0.0023  -0.0039
Si  8.1238  5.4749  17.3941  0.0002  0  -0.0023
O  6.0662  7.9068  11.2698  0.0001  0.0042  0.0012
O  6.0336  9.1824  16.8832  0.0014  -0.0001  0.0029
O  7.713  1.3262  13.1819  -0.0043  -0.0042  0.0106
O  0.973  1.7337  13.8376  0.0015  -0.0018  -0.0013
O  9.4343  6.2577  16.8656  0.0033  0.0002  0.0033
O  6.7804  6.1737  13.1275  -0.0054  -0.0013  -0.0016
O  5.1476  4.6575  18.6091  0.0004  -0.0017  0.0048
O  9.2516  2.147  18.2607  0.0001  -0.0008  0.0038
O  2.3837  0.093  19.0663  0.0008  -0.0002  0.0044
O  9.4294  10.2135  16.7416  0.0006  0  0.0043
O  2.7899  4.413  11.6931  0.0029  -0.0038  0.005
O  5.0842  10.316  19.0907  0  -0.0001  0.0047
O  9.464  3.1733  13.5542  0.0097  0.0095  0.0049
O  0.4716  1.7593  19.951  0.001  -0.0002  0.0056
O  3.1893  1.3361  15.1003  0.0012  0.0023  -0.0003
O  8.1778  5.3701  19.0082  0.0021  -0.0007  0.0032
O  3.9128  6.5996  17.3875  -0.0014  -0.0014  0.0035
O  4.6144  3.2708  16.3874  0.002  -0.0032  -0.004
O  9.0664  5.6285  14.2999  0.0027  -0.0061  0.0026
O  5.452  2.76  22.1229  0.0006  -0.0011  0.005
O  10.7274  4.1863  15.6762  -0.0018  0.0023  -0.0073
O  0.3628  3.8582  18.2731  0.0008  -0.0005  0.0042
O  10.444  10.5139  19.1923  0.0006  -0.001  0.0042
O  9.6686  9.9869  14.0106  0.0023  -0.0014  -0.0002
O  10.8998  8.127  22.0847  0.0007  -0.001  0.005
O  1.1917  2.153  16.508  0.0015  -0.001  -0.0011
O  9.7425  3.7459  20.4023  0.0008  -0.001  0.0049
O  8.1617  4.0214  16.6683  0.0025  -0.0034  0.0031
O  -0.003  9.0674  11.8829  0.0046  -0.0005  0.0021
O  6.6118  2.4201  18.0183  0.0041  0.0004  0.0019
O  5.5953  10.6502  11.2272  -0.0018  0.0031  -0.0016
O  7.7697  9.5855  18.8225  0.0018  -0.0012  0.005
O  10.0695  0.9814  12.0767  0.0047  0.0028  0.0054
O  1.1253  7.1153  9.1319  -0.023  -0.0117  -0.0074
O  0.6136  4.747  13.2954  0.0006  -0.0049  0.002
O  5.7311  7.6152  18.9744  0.0014  -0.0015  0.0061
O  5.2461  5.0421  11.5249  -0.0012  -0.0067  0.008
O  2.731  6.9628  15.1106  0.0016  -0.0008  0.002
O  0.9308  2.7008  11.4284  0.002  -0.0071  0.0051
O  0.8796  10.6737  15.5287  0.0024  0.0024  0.0012
O  2.4733  8.5876  10.8723  0.0039  0.0039  0.01
O  4.6891  2.3813  11.3378  -0.005  -0.0019  0.007
O  4.2195  3.5175  13.702  0.0035  -0.0084  0.007
O  2.2472  4.6601  16.5003  -0.0002  -0.0005  0.004
O  10.7396  8.2317  15.6879  0.001  0.0002  0.0045
O  6.9309  10.2818  14.6649  -0.0003  0.0022  0.0004
O  2.3663  8.9167  13.3998  -0.0009  0.0008  0.0005
O  8.0318  1.507  15.9071  -0.0033  0.0005  0.002
O  4.146  6.9595  12.849  0.0041  -0.0032  0.0004
O  4.1985  2.0053  18.7217  0.0018  0  0.0036
O  7.2977  4.4144  21.2467  0.0005  -0.0003  0.0045
O  8.5057  2.9284  11.1298  -0.0027  -0.0019  -0.0133
O  1.1954  6.8356  17.3518  -0.0002  -0.0014  0.0047
O  5.6758  1.5915  14.7075  0.0004  0.008  0.0001
O  8.1589  9.709  11.5857  -0.0026  0.002  -0.0036
O  9.2099  6.2841  21.2222  -0.0002  -0.0017  0.0035
O  9.0008  7.6719  12.8419  -0.0009  0.0008  0.002
O  1.6901  0.0867  11.852  0.0035  0.0019  0.0027
O  6.6564  6.1338  17.0471  0.0015  -0.0013  0.0042
O  7.4192  7.7902  15.0145  0.0008  -0.0003  0.0033
O  1.2223  10.286  21.2085  0.0005  0.0001  0.0037
O  10.0587  8.1924  18.3443  0.0003  -0.0013  0.0035
O  3.9606  0.8412  21.0722  0.0007  0.0001  0.0045
O  0.3244  5.2578  10.8577  -0.0013  -0.0113  0.0131
O  6.7418  1.5482  9.7892  -0.0246  -0.0019  0.0354
O  4.7959  8.6791  14.6678  -0.0015  -0.0031  0.0007

Results
free energy: -135976.159 eV
free energy less fixed offsets of O -568.88, P -755.39, Si -635.61 eV per atom: -1.269 eV

The program warned: the cutoff lies below the one the program advises for these potential files; the exchange-correlation potential is rough where the density is thin.
